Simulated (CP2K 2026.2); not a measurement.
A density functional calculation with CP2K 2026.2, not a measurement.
Periodic cell of 504 atoms, Si360O144, from a study of silicon, its oxide and their interface. The atomic structure is a simulated model.
Doubt: the forces sum to 1.29 eV/angstrom along one axis rather than to zero, so they err by at least 0.0026 eV/angstrom per atom on average; the grid cutoff is modest.

Settings
functional: PBE
method: Gaussian and plane waves
basis set: DZVP-MOLOPT-SR-GTH
pseudopotentials: GTH-PBE
grid cutoff: 350 Ry, relative cutoff 50 Ry
k points: Gamma only
occupations: fixed
spin: none
net charge: 0

Cell vectors (angstrom)
a 16.32 0 0
b 0 16.32 0
c 3.1083 -4.568 34.6395

Atoms and the computed forces on them: element, x, y, z (angstrom), force x, y, z (eV/angstrom)
Si 1.711 14.82 0.169 -0.175 -0.025 0.74
Si 4.392 1.101 0.275 0 0.069 0.763
Si 1.102 4.42 0.219 0.088 -0.108 0.82
Si 4.402 6.558 0.168 -0.17 0.024 0.748
Si 4.166 5.021 34.533 0.214 -0.04 0.694
Si 3.718 12.47 0.059 0.173 -0.097 0.776
Si 6.534 15.195 0.071 0.085 -0.21 0.755
Si 12.686 -3.516 34.496 -0.036 0.201 0.644
Si 6.662 4.434 0.263 -0.028 -0.198 0.68
Si 9.162 7.038 0.227 0.187 0.056 0.714
Si 6.994 9.17 0.305 0.096 0.162 0.709
Si 12.878 7.514 34.492 -0.241 0.099 0.745
Si 15.058 10.686 34.461 0.093 -0.067 0.709
Si 17.899 -2.887 34.588 0.094 -0.2 0.793
Si 15.549 -0.818 34.609 -0.104 0.167 0.761
Si 15.212 6.587 0.197 -0.181 0.013 0.723
Si 15.115 5.297 34.561 0.06 -0.216 0.768
Si 18.317 7.335 34.536 0.004 0.163 0.704
Si 2.837 -0.045 1.585 -0.002 -0.008 -0.037
Si 5.538 2.742 1.467 -0.011 0.025 -0.039
Si 2.755 5.487 1.465 0.009 0.004 -0.022
Si 5.473 8.046 1.623 0.003 0.002 -0.055
Si 2.605 10.811 1.274 -0.002 -0.02 -0.041
Si 5.385 13.575 1.333 0.001 -0.01 -0.053
Si 8.149 -0.037 1.371 -0.003 -0.005 -0.047
Si 10.805 2.625 1.22 -0.018 -0.012 -0.049
Si 8.11 5.547 1.662 0.006 0.018 -0.048
Si 10.868 8.252 1.276 0.05 0.006 -0.05
Si 8.23 10.901 1.278 0.006 0.039 -0.049
Si 10.89 13.644 1.223 0.011 -0.006 -0.054
Si 13.571 0.045 1.171 -0.026 0.021 -0.049
Si 16.285 2.765 1.412 -0.023 -0.013 -0.041
Si 13.556 5.372 1.317 -0.024 -0.009 -0.047
Si 16.34 8.165 1.46 -0.002 0.004 -0.043
Si 13.615 10.889 1.307 0.002 0 -0.039
Si 16.33 13.56 1.218 0.015 -0.025 -0.043
Si 1.354 1.37 2.73 0.015 0.022 0.01
Si 4.077 4.05 2.793 0.001 -0.004 -0.001
Si 1.423 6.864 2.815 -0.018 -0.009 0.029
Si 4.03 9.536 2.706 -0.012 0.003 0.006
Si 1.307 12.202 2.685 0.013 0.016 0.034
Si 4.157 14.885 2.873 0.005 -0.007 0.035
Si 6.89 1.371 2.789 0.003 -0.012 0.012
Si 9.556 4.035 2.696 0.013 -0.012 0.01
Si 6.774 6.794 3.059 0.004 0.012 0.053
Si 9.552 9.574 2.723 -0.014 -0.003 0.011
Si 6.812 12.224 2.635 -0.001 0.009 0.01
Si 9.514 14.902 2.68 -0.01 -0.007 0.014
Si 12.205 1.331 2.641 0.013 0.015 0.023
Si 14.912 4.09 2.777 0.01 0.008 0.024
Si 12.21 6.814 2.618 0.013 0.005 0.017
Si 14.903 9.508 2.73 -0.005 -0.011 0.021
Si 12.272 12.31 2.631 -0.011 -0.01 0.017
Si 14.933 14.957 2.545 0.005 0.005 -0.017
Si 16.281 -0.03 3.998 -0.018 -0.013 -0.009
Si 2.7 2.704 4.124 0.019 0.005 0.001
Si 16.321 5.461 4.093 -0.004 0.003 -0.022
Si 2.739 8.214 4.165 0.005 -0.012 0.004
Si 16.274 10.88 4.077 0.007 0.012 -0.013
Si 2.694 13.532 4.098 -0.002 -0.02 -0.018
Si 5.51 -0.004 4.139 0 -0.008 -0.015
Si 8.227 2.72 4.134 -0.019 0.004 0.002
Si 5.389 5.374 4.245 -0.01 -0.008 -0.003
Si 8.213 8.237 4.175 -0.009 -0.004 -0.01
Si 5.44 10.889 4.032 0 -0.002 -0.002
Si 8.149 13.569 4.049 0.011 0.001 -0.004
Si 10.879 -0.035 4.035 0.018 0.013 -0.011
Si 13.549 2.69 4.067 -0.027 -0.002 -0.023
Si 10.898 5.441 4.03 -0.007 0.011 0
Si 13.562 8.126 4.055 -0.002 0.008 0.008
Si 10.924 10.932 4.043 0.005 -0.001 -0.03
Si 13.617 13.642 4.011 -0.003 0.004 0.013
Si 17.663 -1.371 16.297 -0.013 0.009 -0.011
Si 4.086 1.375 16.277 0.012 -0.002 -0.022
Si 17.669 4.131 16.299 0.005 -0.001 -0.014
Si 4.084 6.843 16.305 0.008 0.001 -0.004
Si 17.681 9.553 16.395 0.014 0.011 0.001
Si 4.047 12.194 16.328 -0.017 -0.01 -0.008
Si 6.817 -1.382 16.274 -0.006 0.004 -0.018
Si 9.541 1.335 16.259 -0.007 0 -0.011
Si 6.802 4.099 16.278 0.006 -0.009 -0.004
Si 9.511 6.802 16.334 -0.002 -0.009 -0.01
Si 6.786 9.476 16.354 -0.002 -0.014 0.003
Si 9.529 12.234 16.324 -0.003 0.003 -0.014
Si 12.254 -1.391 16.353 -0.008 -0.004 0.007
Si 14.933 1.379 16.307 0.003 -0.006 -0.009
Si 12.24 4.068 16.317 -0.004 0.002 -0.005
Si 14.996 6.832 16.34 0.009 0.012 -0.005
Si 12.247 9.523 16.345 -0.001 -0.006 -0.006
Si 14.961 12.233 16.347 0.004 0.005 -0.014
Si 2.69 0.032 17.599 -0.014 -0.02 0.027
Si 5.469 2.722 17.621 -0.008 0.015 0.025
Si 2.706 5.515 17.638 -0.027 0.001 0.011
Si 5.413 8.14 17.761 0.007 -0.004 0.02
Si 2.706 10.906 17.811 -0.02 0.033 0.008
Si 5.446 13.563 17.593 0.016 -0.011 0.002
Si 8.219 -0.052 17.61 0.006 -0.017 -0.001
Si 10.837 2.708 17.643 -0.001 -0.007 0.021
Si 8.107 5.469 17.678 0.008 -0.003 0.001
Si 10.899 8.138 17.691 -0.004 0.012 0.013
Si 8.196 10.827 17.654 0.013 0.008 0.014
Si 10.87 13.576 17.727 0.015 -0.012 -0.002
Si 13.617 -0.002 17.687 -0.003 0.014 0.032
Si 16.272 2.791 17.633 0.007 0.03 -0.006
Si 13.666 5.405 17.641 -0.007 -0.016 -0.02
Si 16.304 8.215 17.76 -0.017 -0.027 0.03
Si 13.582 10.901 17.718 0.005 -0.002 -0.009
Si 16.358 13.564 17.695 0.016 -0.016 0.003
Si 17.641 1.439 18.917 0.006 0.005 -0.019
Si 4.098 4.141 18.912 0.017 -0.005 -0.036
Si 17.692 6.839 19.084 0.011 -0.012 -0.025
Si 4.067 9.507 19.154 -0.008 0.008 0.005
Si 17.684 12.309 19.215 0.009 0.008 -0.008
Si 4.052 -1.383 18.871 0.015 0.003 -0.037
Si 6.875 1.319 18.908 -0.005 0.008 -0.032
Si 9.441 4.069 18.984 0.007 -0.005 -0.03
Si 6.753 6.756 19.144 0.005 -0.017 -0.002
Si 9.524 9.466 19.068 -0.015 0.005 -0.025
Si 6.813 12.197 18.942 -0.003 0.007 -0.028
Si 9.529 -1.361 19.084 -0.005 0.011 -0.009
Si 12.196 1.355 18.998 0 -0.008 -0.026
Si 14.971 4.1 19.112 -0.003 -0.004 0.008
Si 12.332 6.755 18.96 -0.005 -0.006 -0.02
Si 14.953 9.631 19.133 0.021 -0.002 -0.005
Si 12.178 12.18 19.112 -0.027 -0.004 -0.009
Si 15.028 -1.376 19.014 -0.009 -0.002 -0.019
Si 16.412 0.043 20.323 -0.015 -0.008 0.031
Si 2.715 2.812 20.205 -0.007 0.004 0.036
Si 16.372 5.46 20.484 0.017 0.009 0.06
Si 2.675 8.188 20.55 -0.028 -0.032 0.036
Si 16.263 11 20.625 -0.006 0.044 0.051
Si 2.815 -2.574 20.468 -0.056 -0.035 0.065
Si 5.467 -0.062 20.131 0.018 -0.003 0.041
Si 8.084 2.694 20.363 0.017 0.025 0.037
Si 5.36 5.355 20.476 -0.002 0.001 0.076
Si 8.145 8.125 20.462 -0.003 0.007 0.047
Si 5.514 10.886 20.397 0.029 0.001 0.051
Si 8.153 13.515 20.337 0.007 -0.019 0.056
Si 10.841 0.065 20.451 -0.002 0.017 0.047
Si 13.554 2.686 20.379 0.007 -0.009 0.054
Si 10.939 5.371 20.226 -0.009 -0.027 0.038
Si 13.627 8.129 20.374 0.007 -0.007 0.015
Si 10.876 10.749 20.536 0.035 -0.001 0.047
Si 13.537 -2.663 20.321 -0.034 0.04 0.037
Si 18.221 -0.713 21.679 -0.05 -0.189 -0.75
Si 4.149 1.404 21.34 0.017 0.003 -0.458
Si 17.986 4.256 21.734 -0.207 -0.02 -0.749
Si 3.799 6.532 21.811 0.185 0.116 -0.784
Si 17.439 9.381 21.92 0.176 0.206 -0.687
Si 4.43 12.512 21.678 -0.203 -0.068 -0.728
Si 6.547 -1.594 21.519 0.126 -0.024 -0.735
Si 9.695 1.697 21.739 -0.057 -0.227 -0.733
Si 6.354 3.575 21.718 0.024 0.164 -0.737
Si 9.745 6.809 21.568 -0.211 0.025 -0.646
Si 7.03 9.738 21.801 -0.086 -0.185 -0.771
Si 9.241 11.943 21.729 0.124 0.104 -0.749
Si 12.445 -1.109 21.691 -0.25 -0.061 -0.725
Si 14.716 1.046 21.58 0.028 0.135 -0.784
Si 11.981 3.855 21.683 0.184 0.048 -0.73
Si 15.25 7.117 21.742 0.011 -0.173 -0.759
Si 11.964 8.993 21.778 0.064 0.317 -0.778
Si 14.762 12.444 21.849 0.295 -0.116 -0.72
Si 18.901 10.431 30.438 -0.16 -0.07 0.199
Si 10.075 2.186 27.382 0.036 0.114 0.05
Si 13.931 5.176 23.766 -0.137 -0.054 -0.23
Si 5.819 7.738 23.861 -0.076 0.03 -0.204
Si 3.376 -0.548 26.894 -0.094 -0.096 -0.118
Si 12.615 1.541 30.207 -0.121 0.01 0.121
Si 12.753 8.323 28.134 0.134 -0.016 0.07
Si 14.891 9.866 26.425 -0.091 -0.051 0.024
Si 17.67 1.104 28.302 0.079 -0.077 0.092
Si 17.699 -3.572 29.034 0.098 0.149 0.061
Si 2.402 11.521 23.663 0.01 -0.137 0.046
Si 8.263 -0.135 23.732 0.097 0.01 -0.166
Si 15.192 8.368 29.785 -0.053 0.059 0.073
Si 7.965 0.351 26.59 -0.072 0.031 0.061
Si 12.961 2.942 27.643 0.011 -0.058 0.023
Si 10.87 -1.751 32.562 -0.033 -0.209 0.135
Si 2.757 -1.071 29.707 0.006 0.058 0.092
Si 10 8.914 29.502 0.014 -0.083 0.097
Si 8.697 6.404 32.905 -0.061 0.026 0.117
Si 5.324 1.488 27.585 -0.047 -0.066 0.138
Si 4.248 1.18 30.676 0.129 0.039 -0.095
Si 16.408 3.268 32.772 0.041 0.078 0.071
Si 3.271 8.108 28.837 -0.04 -0.055 -0.034
Si 5.811 -1.825 32.773 0.042 -0.085 0.082
Si 17.636 4.979 27.133 0.142 -0.093 -0.132
Si 9.587 5.048 26.272 0.044 -0.049 -0.104
Si 12.6 -3.777 28.666 -0.108 -0.007 -0.066
Si 18.252 -2.966 25.949 0.11 -0.083 -0.108
Si 8.178 6.615 28.406 -0.004 0 0.142
Si 3.739 -4.004 32.588 0 0.103 0.33
Si 11.802 -1.202 29.631 -0.121 -0.134 0.073
Si 16.106 2.834 23.725 0.021 0.075 -0.16
Si 8.308 -0.918 31.252 0.174 0.011 0.131
Si 5.824 3.226 32.435 -0.14 0.015 0.187
Si 16.836 -2.512 23.535 -0.107 0.016 -0.047
Si 8.901 -1.881 28.498 0.124 0.005 0.01
Si 5.514 7.12 26.818 0.031 -0.158 -0.075
Si 12.477 5.648 26.425 -0.08 0.004 -0.12
Si 7.933 5.36 23.656 0.045 -0.03 -0.179
Si 18.231 2.978 30.528 -0.064 -0.04 -0.082
Si 9.65 1.882 30.459 -0.072 -0.011 0.049
Si 16.85 7.724 27.422 -0.044 0.019 -0.018
Si 2.94 5.359 29.557 0.051 0.013 -0.002
Si 13.291 10.571 23.953 0.051 0.047 -0.057
Si 11.479 12.113 25.979 0.008 0.003 -0.008
Si 10.804 8.694 32.591 0.085 0.076 0.005
Si 15.238 11.323 28.835 0.018 0.021 -0.03
Si 9.84 11.602 28.333 0.062 -0.024 -0.034
Si 4.253 4.394 27.114 -0.068 -0.002 -0.001
Si 7.916 4.575 30.648 0.005 -0.094 0.007
Si 16.692 8.956 32.281 -0.016 0.048 0.144
Si 14.134 1.146 32.829 -0.038 -0.045 0.122
Si 10.516 -2.368 23.816 0.042 0.001 -0.214
Si 15.791 2.511 26.647 -0.012 -0.039 -0.013
Si 1.329 14.946 5.398 0.001 0.007 0
Si 4.088 1.34 5.456 0.003 0.004 0.003
Si 1.344 4.086 5.459 0.003 0.009 0.001
Si 4.057 6.811 5.524 0.008 0 0.015
Si 1.33 9.55 5.468 0 0.013 0.008
Si 4.085 12.213 5.446 0 0 -0.001
Si 6.847 14.938 5.467 -0.004 0.011 0.003
Si 9.564 1.33 5.453 0.012 -0.003 0
Si 6.824 4.034 5.509 -0.008 -0.002 0.018
Si 9.556 6.795 5.445 0.004 -0.015 -0.002
Si 6.792 9.568 5.463 -0.004 0.011 0.009
Si 9.53 12.242 5.418 -0.011 0.005 0.009
Si 12.251 14.959 5.407 -0.011 -0.008 0.009
Si 14.938 1.329 5.399 0.01 0.003 -0.005
Si 12.235 4.086 5.428 0.001 0.001 0.002
Si 14.946 6.808 5.439 0.001 -0.003 0.004
Si 12.239 9.528 5.411 0.002 -0.007 0.002
Si 14.94 12.268 5.413 -0.012 -0.003 0.01
Si 2.702 -0.023 6.779 0.005 0.009 -0.001
Si 5.442 2.684 6.841 0.01 -0.005 -0.002
Si 2.687 5.441 6.845 -0.005 0.007 0.002
Si 5.455 8.176 6.827 0 -0.007 0.003
Si 2.72 10.88 6.821 0.002 -0.002 0.003
Si 5.442 13.593 6.799 0.009 -0.001 -0.002
Si 8.194 -0.016 6.821 0 -0.008 0.003
Si 10.895 2.722 6.804 -0.003 -0.005 0.001
Si 8.18 5.445 6.813 -0.009 0.004 0.002
Si 10.902 8.165 6.8 -0.005 -0.001 -0.009
Si 8.166 10.909 6.811 -0.005 -0.003 -0.004
Si 10.889 13.602 6.778 0.008 0.001 0.006
Si 13.597 -0.008 6.789 -0.008 0 -0.002
Si 16.298 2.697 6.778 0 0.001 -0.001
Si 13.602 5.433 6.796 0.003 0.005 -0.002
Si 16.298 8.17 6.809 -0.001 -0.006 0.002
Si 13.596 10.887 6.776 -0.002 0.008 0.006
Si 16.307 13.605 6.788 -0.001 -0.002 -0.004
Si 1.353 1.351 8.143 -0.003 -0.003 -0.009
Si 4.077 4.074 8.173 0.013 0.004 -0.012
Si 1.33 6.809 8.182 0.002 -0.009 0.003
Si 4.078 9.521 8.179 -0.009 -0.003 -0.003
Si 1.356 12.255 8.157 0.009 0.006 -0.002
Si 4.072 14.953 8.151 -0.002 -0.007 0.001
Si 6.811 1.329 8.181 -0.013 -0.004 -0.002
Si 9.53 4.076 8.169 -0.004 -0.005 -0.01
Si 6.817 6.805 8.169 0.004 0.001 0.002
Si 9.522 9.519 8.152 -0.016 -0.015 0.006
Si 6.803 12.253 8.175 0.009 0.002 -0.001
Si 9.546 14.948 8.172 0.003 0.016 -0.003
Si 12.253 1.36 8.159 0.007 0.012 0.002
Si 14.957 4.067 8.152 -0.006 0.006 -0.001
Si 12.254 6.803 8.162 0.006 0.005 -0.004
Si 14.948 9.537 8.16 0.009 0.005 -0.004
Si 12.236 12.234 8.146 -0.014 -0.006 -0.008
Si 14.955 14.959 8.156 0 -0.002 -0.003
Si 16.32 -0.002 9.515 0.001 0.005 0.002
Si 2.709 2.711 9.519 -0.001 -0.001 -0.004
Si 16.302 5.434 9.527 -0.006 0.002 -0.003
Si 2.711 8.162 9.527 0.007 -0.003 0.002
Si 16.318 10.891 9.514 0.006 -0.003 -0.003
Si 2.716 13.604 9.523 0.002 0.001 -0.001
Si 5.435 -0.02 9.529 0.007 0.002 0.002
Si 8.163 2.714 9.522 -0.008 0.004 -0.003
Si 5.445 5.441 9.516 -0.001 0.007 0.003
Si 8.172 8.165 9.526 -0.004 -0.008 0.003
Si 5.443 10.884 9.528 -0.002 -0.001 -0.002
Si 8.17 13.601 9.532 -0.005 0.009 -0.002
Si 10.895 0 9.522 -0.004 -0.009 -0.007
Si 13.605 2.718 9.524 0.004 -0.003 -0.006
Si 10.89 5.443 9.521 -0.007 -0.003 -0.001
Si 13.601 8.168 9.525 0.002 -0.008 0.002
Si 10.881 10.876 9.517 0.007 0.008 -0.007
Si 13.599 13.592 9.509 -0.003 -0.002 -0.002
Si 1.357 -1.358 10.885 0.006 0.003 0.001
Si 4.072 1.353 10.879 0.008 0 0
Si 1.354 4.081 10.881 -0.004 0.013 0.002
Si 4.082 6.802 10.872 0.002 -0.012 -0.003
Si 1.354 9.531 10.878 0 0.003 -0.001
Si 4.077 12.243 10.882 -0.006 0.007 -0.001
Si 6.802 -1.371 10.892 0 -0.009 0.006
Si 9.526 1.356 10.876 0.005 0.001 -0.002
Si 6.803 4.08 10.876 -0.002 -0.006 -0.003
Si 9.532 6.803 10.884 -0.007 0.004 0.004
Si 6.803 9.52 10.882 0 -0.006 0.001
Si 9.523 12.229 10.886 -0.011 -0.002 -0.001
Si 12.248 -1.369 10.874 0.003 0.013 -0.002
Si 14.969 1.362 10.879 -0.003 0 0.002
Si 12.246 4.082 10.882 0.008 -0.006 0.002
Si 14.953 6.804 10.887 0.006 -0.003 0.007
Si 12.239 9.522 10.889 -0.008 -0.006 0.002
Si 14.958 12.241 10.879 0.001 0 -0.004
Si 2.716 -0.002 12.25 -0.006 0 0
Si 5.433 2.724 12.23 -0.001 0.002 0.006
Si 2.716 5.455 12.231 0.015 0.003 0.007
Si 5.437 8.16 12.235 -0.006 -0.003 -0.001
Si 2.713 10.887 12.24 0.01 -0.002 -0.001
Si 5.442 13.585 12.25 0.002 -0.004 0.002
Si 8.169 -0.005 12.238 -0.005 0.015 0.007
Si 10.884 2.715 12.233 -0.013 -0.001 0.001
Si 8.166 5.439 12.233 -0.001 -0.001 0.005
Si 10.881 8.164 12.256 0.006 -0.008 0.004
Si 8.16 10.872 12.249 -0.003 -0.002 0.004
Si 10.894 13.587 12.235 0.002 0.012 -0.004
Si 13.608 -0.008 12.225 0.004 -0.007 -0.004
Si 16.317 2.727 12.247 -0.001 -0.01 0.005
Si 13.592 5.449 12.247 -0.01 0 0.002
Si 16.318 8.172 12.238 0.008 -0.006 0.002
Si 13.608 10.878 12.247 0.005 0.003 -0.001
Si 16.315 13.599 12.243 -0.006 0.003 0.004
Si 1.354 1.364 13.607 0.006 0.002 0.011
Si 4.072 4.094 13.585 -0.001 -0.002 0.003
Si 1.373 6.834 13.596 -0.006 -0.002 0
Si 4.074 9.523 13.591 -0.002 0.001 0.006
Si 1.347 12.234 13.606 0.004 0.003 0.003
Si 4.08 -1.372 13.602 0.005 -0.002 -0.001
Si 6.802 1.364 13.58 -0.004 0.007 0.003
Si 9.532 4.081 13.592 0.008 -0.01 0.007
Si 6.803 6.801 13.586 0.001 -0.009 0
Si 9.519 9.522 13.62 -0.012 0.004 0.005
Si 6.79 12.213 13.614 -0.001 0.001 0.004
Si 9.534 -1.376 13.588 0.002 -0.013 0.004
Si 12.245 1.344 13.578 0.015 -0.011 -0.007
Si 14.957 4.097 13.604 -0.003 0.011 0.008
Si 12.24 6.806 13.62 -0.008 0.002 0.01
Si 14.964 9.519 13.615 0.013 -0.009 0.004
Si 12.254 12.236 13.607 -0.001 -0.001 0.004
Si 14.953 -1.36 13.6 -0.013 0.018 0.002
Si 16.301 0.004 14.959 0.007 -0.005 -0.007
Si 2.711 2.746 14.95 -0.01 0.002 0.004
Si 16.326 5.484 14.939 0.012 0.004 0.001
Si 2.711 8.208 14.98 0.005 -0.007 -0.005
Si 16.321 10.874 14.989 -0.015 0 0.004
Si 2.715 13.584 14.959 -0.001 -0.002 0.006
Si 5.449 -0.001 14.938 0.003 -0.001 0
Si 8.166 2.72 14.936 -0.004 -0.001 -0.005
Si 5.429 5.459 14.941 -0.001 0 0.005
Si 8.151 8.15 14.966 0.006 0.002 0.009
Si 5.428 10.843 14.981 -0.001 0.003 0.002
Si 8.174 13.575 14.937 -0.005 0.001 -0.004
Si 10.913 -0.035 14.946 -0.001 0.007 0.001
Si 13.582 2.718 14.935 -0.012 -0.004 0.003
Si 10.876 5.441 14.973 -0.001 0.002 -0.003
Si 13.605 8.164 14.982 -0.007 -0.008 -0.007
Si 10.897 10.88 14.97 0.006 0.01 0
Si 13.612 13.594 14.974 0.008 -0.007 -0.006
O 13.864 11.745 33.971 -0.147 0.098 -0.533
O 15.395 -2.737 22.864 -0.198 0.158 0.138
O 4.775 -2.864 32.093 -0.165 -0.049 -0.412
O 12.639 4.578 22.99 -0.211 0.147 0.357
O 8.973 1.18 23.109 -0.249 0.46 0.549
O 18.133 10.046 23.282 0.307 -0.365 0.541
O 2.719 5.388 22.3 -0.074 -0.009 0.455
O 3.059 0.394 22.109 0.112 0.064 0.238
O 3.123 0.948 34.301 0.055 -0.116 -0.478
O 17.727 12.581 22.947 -0.214 0.068 -0.572
O 13.601 8.151 29.52 -0.165 0.047 0.577
O 3.073 6.171 34.038 -0.198 -0.078 -0.414
O 9.893 12.695 23.015 -0.034 -0.259 0.537
O 5.823 9.102 34.195 -0.115 -0.13 -0.342
O 12.813 1.533 33.655 -0.346 -0.44 -0.141
O 8.135 10.856 22.289 -0.087 -0.116 0.284
O 12.349 0.255 29.271 -0.018 0.003 -0.549
O 16.319 8.24 22.321 -0.133 0.049 0.491
O 4.166 4.751 28.695 0.553 -0.192 0.199
O 7.335 7.145 33.341 -0.389 0.2 -0.491
O 6.722 -2.738 33.715 -0.002 -0.067 -0.382
O 14.009 6.403 34.042 0.181 -0.16 -0.564
O 9.249 6.26 27.264 0.295 0.408 0.195
O 10.823 2.805 22.197 0.019 -0.043 0.223
O 9.876 7.469 33.045 -0.042 -0.218 0.394
O 17.51 7.946 33.251 0.09 -0.203 -0.213
O 16.07 8.766 26.466 0.15 -0.213 -0.286
O 10.819 7.889 22.179 0.148 -0.183 0.25
O 13.615 -0.044 22.128 0.15 0.091 0.436
O 4.763 1.437 29.131 -0.145 0.025 -0.069
O 16.769 3.11 31.204 -0.508 0.036 -0.518
O 14.553 10.199 24.887 0.482 0.048 -0.252
O 16.413 3.953 27.023 -0.178 0.208 0.105
O 15.693 8.109 31.305 -0.13 -0.47 0.136
O 15.636 9.901 29.478 0.482 -0.014 -0.026
O 17.75 2.886 33.578 0.101 0.201 -0.096
O 8.025 -1.478 29.775 -0.501 0.159 0.073
O 6.972 6.636 23.707 0.141 0.194 0.294
O 16.888 -2.572 25.147 -0.622 0.328 0.347
O 16.196 1.362 27.716 -0.664 -0.347 0.075
O 11.056 5.382 25.696 0.092 -0.155 -0.327
O 4.94 2.939 26.959 0.242 -0.005 -0.482
O 10.614 8.928 31.007 -0.009 -0.061 -0.178
O 8.935 0.591 31.156 -0.207 0.01 0.402
O 10.917 -2.861 25.295 0.096 0.452 0.317
O 13.759 11.572 22.784 -0.17 -0.063 -0.072
O 15.392 11.194 27.218 0.076 0.537 -0.44
O 8.579 5.811 31.436 0.51 0.123 -0.35
O 18.118 2.534 28.958 0.193 0.391 -0.362
O 17.166 6.409 26.522 -0.071 0.054 -0.748
O 8.863 3.264 30.748 0.34 -0.08 0.085
O 18.715 -3.38 33.258 -0.219 0.246 -0.487
O 3.837 -0.415 30.747 0.412 -0.165 0.305
O 9.316 -1.936 32.062 -0.098 -0.364 -0.191
O 19 4.385 30.8 0.199 0.106 0.687
O 11.158 3.53 34.271 -0.036 0.182 -0.266
O 12.72 4.521 27.54 0.137 0.271 0.497
O 10.336 10.043 33.351 -0.005 0.355 -0.459
O 11.733 -2.969 33.242 -0.039 0.037 -0.184
O 15.445 1.645 22.888 0.201 -0.123 0.203
O 4.738 4.136 33.26 0.069 -0.264 -0.364
O 14.186 2.548 26.677 -0.022 -0.349 -0.422
O 14.761 -0.274 33.275 -0.067 -0.37 -0.563
O 6.311 9.1 23.127 0.05 0.289 0.317
O 16.375 2.197 25.178 0.297 -0.332 0.305
O 4.921 -0.745 33.544 0.002 0.054 -0.503
O 6.951 2.747 33.486 0.105 0.057 -0.173
O 7.183 -0.709 22.704 -0.12 0.35 0.05
O 18.551 0.602 27.041 0.028 0.328 -0.653
O 3.86 11.725 23 0.24 -0.154 0.483
O 7.09 4.105 23.079 -0.016 -0.285 0.466
O 12.105 11.195 24.831 -0.436 -0.339 0.146
O 17.9 5.305 28.691 -0.618 0.202 0.164
O 8.295 -1.098 27.231 -0.04 -0.435 -0.37
O 3.59 9.38 29.758 0.651 0.114 0.168
O 15.791 9.994 33.162 0.302 0.002 -0.208
O 4.467 7.195 23.149 -0.278 0.154 0.28
O 5.154 5.569 26.441 0.317 -0.187 -0.572
O 10.434 -1.455 28.809 0.042 0.204 -0.132
O 17.909 -3.152 27.496 -0.015 0.138 0.031
O 17.452 3.391 23.018 0.259 -0.04 0.546
O 13.581 5.606 25.266 0.265 0.008 0.414
O 7.434 0.161 25.08 -0.534 0.181 0.161
O 2.855 1.852 31.151 -0.071 -0.296 0.638
O 12.894 -2.286 29.182 0.703 0.033 0.056
O 11.652 -1.261 31.244 0.263 0.379 0.192
O 5.586 7.969 25.439 0.059 0.292 0.335
O 8.501 4.941 25.094 -0.236 -0.337 0.313
O 6.486 4.172 31.295 -0.41 0.317 -0.348
O 8.801 -3.483 28.292 -0.401 -0.111 0.068
O 15.911 7.394 28.708 -0.04 -0.535 0.073
O 11.153 12.046 29.188 -0.128 -0.028 0.527
O 11.213 1.989 30.917 -0.055 0.069 0.454
O 16.739 -1.828 34.09 0.044 -0.077 -0.303
O 12.676 9.284 23.215 0.264 -0.522 0.346
O 12.28 8.249 33.135 0.281 0.144 -0.354
O 11.663 2.133 27.131 0.208 -0.492 -0.528
O 13.753 1.172 31.278 0.447 -0.322 -0.46
O 13.21 2.666 29.217 0.413 0.442 0.212
O 2.727 4.436 26.507 -0.142 -0.439 -0.6
O 6.923 1.213 27.501 0.143 0.24 0.451
O 18.214 8.349 28.025 0.111 0.492 0.026
O 12.621 12.523 27.049 0.535 0.02 -0.406
O 17.516 -1.125 23.092 0.062 0.415 0.564
O 8.594 0.853 34.306 0.032 -0.292 -0.594
O 11.267 8.803 28.506 -0.069 0.332 -0.414
O 5.51 -2.68 22.186 -0.065 0.126 0.323
O 5.223 2.422 22.132 -0.027 0.106 0.566
O 13.714 11.572 29.274 -0.193 -0.223 0.417
O 8.912 7.723 29.342 -0.066 -0.121 0.454
O 6.826 -0.942 31.887 -0.089 0.275 -0.288
O 15.867 4.728 33.212 0.239 0.238 -0.502
O 8.559 11.777 34.262 -0.014 0.128 -0.31
O 9.558 3.688 27.13 -0.156 0.002 0.1
O 9.418 -1.22 23.985 0.001 0.124 0.297
O 3.427 11.472 31.283 0.156 0.031 -0.415
O 17.826 -0.041 29.441 -0.301 -0.198 0.372
O 9.177 5.802 22.723 0.205 -0.295 0.054
O 10.314 11.325 26.797 -0.346 -0.27 -0.316
O 2.472 11.976 25.232 0.198 -0.332 0.321
O 7.754 5.236 29.175 -0.387 -0.166 -0.187
O 18.283 11.266 29.212 -0.136 -0.184 -0.63
O 4.383 7.793 27.734 -0.135 0.335 -0.206
O 17.781 9.748 31.384 -0.004 -0.074 -0.185
O 13.538 9.379 27.184 -0.229 0.256 -0.019
O 11.817 -1.796 23.035 0.363 0.043 0.352
O 9.244 10.295 29.072 -0.613 -0.082 0.316
O 18.397 -2.502 30.049 0.208 -0.279 0.507
O 16.117 -3.738 29.343 -0.235 0.478 0.395
O 9.051 5.146 33.833 -0.154 -0.266 0.017
O 2.995 -1.717 25.832 0.322 0.222 -0.635
O 3.566 -1.277 28.325 0.328 -0.264 -0.078
O 10.76 -0.608 33.695 0.384 0.085 -0.226
O 15.254 2.24 33.176 -0.106 0.179 0.219
O 4.718 0.305 26.631 0.243 -0.073 -0.453
O 9.348 1.164 26.39 0.219 0.047 -0.275
O 15.083 4.066 23.816 -0.126 0.245 0.088
O 4.366 11.266 33.633 0.116 0.215 -0.269
O 9.661 1.685 28.859 -0.317 -0.202 -0.176
O 3.205 6.893 29.922 0.044 0.149 0.655
O 5.299 1.86 31.706 0.391 -0.364 -0.138
O 6.879 7.216 27.668 0.117 0.433 0.091
O 14.489 6.492 23.03 -0.351 0.054 0.423
O 12.582 7.012 27.24 -0.166 0.056 0.081

Results
total energy: -101655.189 eV
total energy less fixed offsets of O -438.35, Si -107.03 eV per atom: -1.989 eV
